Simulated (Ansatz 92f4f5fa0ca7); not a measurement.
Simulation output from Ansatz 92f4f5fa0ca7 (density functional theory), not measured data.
Periodic cell of 192 atoms, Si128O64, from a study of silicon, its oxide and their interface. The atomic structure is a simulated model.

Settings: functional r2SCAN; potential files Ansatz PAW; basis plane waves; wave-function cutoff 800 eV; density cutoff ratio 5; exchange-correlation grid ratio 1; k mesh 1 x 1 x 1, shifted by 0.5 0.5 0 of a step; self-consistency stop 1e-10 eV per atom in the density residual; occupations fixed; spin none; net charge 0.

Cell vectors (angstrom)
a  10.887  0  0
b  0  10.887  0
c  0  0  28.5212

Atoms: element, x, y, z (angstrom)
Si  -1.0957  3.128  -3.3357
Si  6.8246  4.3566  -11.0082
Si  4.1217  7.3899  -1.9364
Si  3.8787  6.0974  -7.3225
Si  3.9806  -1.2564  1.8076
Si  10.9511  2.8712  2.5547
Si  -0.7992  4.743  1.2672
Si  9.4765  11.2125  -0.9476
Si  5.8042  1.1042  1.0473
Si  4.6294  2.8188  -4.2608
Si  2.431  8.3363  0.5294
Si  1.9621  12.7922  1.4802
Si  8.4717  -5.0635  -4.0291
Si  8.8801  3.1771  -1.1605
Si  5.5342  8.1821  2.7434
Si  9.0843  9.1911  1.5166
Si  1.5454  -0.0453  -0.9594
Si  5.1916  2.7824  2.5886
Si  -0.0646  8.1822  2.7453
Si  2.5934  5.4813  2.757
Si  1.0131  6.5808  1.4308
Si  8.1185  -0.0418  2.7811
Si  7.14  7.3594  -1.7991
Si  8.2727  5.6027  2.599
Si  1.3184  4.1062  4.155
Si  4.1039  1.4997  4.2615
Si  1.2764  9.5794  4.0983
Si  4.1082  6.7861  4.0142
Si  6.7968  4.1034  3.8248
Si  9.5401  1.4433  3.9342
Si  6.7573  9.5726  4.2071
Si  9.4996  6.8667  4.1679
Si  -0.0817  0.0448  5.4224
Si  2.6852  2.7915  5.5512
Si  -0.0253  5.4788  5.4955
Si  2.717  8.176  5.3759
Si  5.4334  0.0594  5.5475
Si  8.1421  2.7716  5.3024
Si  5.4594  5.3931  5.3469
Si  8.1436  8.2042  5.5194
Si  1.3345  1.3397  6.8009
Si  4.1223  4.1106  6.8371
Si  1.3881  6.8251  6.8121
Si  4.0491  9.5213  6.791
Si  6.8571  1.4134  6.8105
Si  9.4805  4.077  6.7642
Si  6.7863  6.7564  6.7674
Si  9.5183  9.5597  6.8522
Si  -0.0346  2.7017  8.114
Si  2.6952  -0.0307  8.1627
Si  0.0226  8.1717  8.192
Si  2.7488  5.4592  8.1855
Si  5.4738  2.7271  8.2037
Si  8.171  0.0237  8.2045
Si  5.4321  8.1316  8.1033
Si  8.157  5.4257  8.1548
Si  1.3487  4.0306  9.4664
Si  4.0922  1.2959  9.5129
Si  1.3893  9.5082  9.5769
Si  4.1304  6.8092  9.5258
Si  6.8624  4.0712  9.5668
Si  9.5834  1.3466  9.5402
Si  6.7999  9.4595  9.4789
Si  9.5359  6.7643  9.5289
Si  0.0202  -0.0258  10.9331
Si  2.6682  2.6309  10.8349
Si  0.0177  5.3599  10.8683
Si  2.7891  8.1398  10.9056
Si  5.4511  -0.1103  10.8641
Si  8.2525  2.6901  10.9036
Si  5.5089  5.469  10.8833
Si  8.1716  8.1408  10.8848
Si  1.3812  1.2805  12.3477
Si  4.0844  4.0283  12.0451
Si  1.4212  6.7161  12.1611
Si  4.1331  9.458  12.3435
Si  6.9203  1.2031  12.1272
Si  9.6262  3.9934  12.3378
Si  6.8645  6.8046  12.3297
Si  9.5372  9.4845  12.2588
Si  0.0544  2.6006  13.8069
Si  -0.4409  -0.713  16.4023
Si  0.0594  8.0613  13.4947
Si  2.7901  5.327  13.4668
Si  5.4427  2.5731  13.2223
Si  6.7525  3.8689  14.5918
Si  5.5256  8.1536  13.7753
Si  8.2549  5.3951  13.6438
Si  0.3431  3.2626  20.8819
Si  2.7323  -0.1144  13.7267
Si  1.3271  9.3221  15.0293
Si  1.9011  3.6782  25.2551
Si  7.6333  2.4209  16.2437
Si  2.9279  -1.1364  25.1129
Si  8.2103  10.8402  13.6875
Si  4.1043  6.6439  14.9065
Si  -1.3688  1.2412  15.2334
Si  3.476  3.0983  16.1018
Si  -2.1623  8.4429  16.3057
Si  -5.7655  15.7116  15.9879
Si  5.4002  3.7373  20.2127
Si  6.9024  -1.3442  15.2009
Si  11.4806  5.6836  16.2259
Si  9.7023  6.7335  14.9772
Si  -41.3889  11.6846  20.6112
Si  -9.3139  25.7608  14.9845
Si  -9.6356  5.5427  22.9164
Si  -2.5075  20.7052  25.3496
Si  21.9858  9.7224  19.4593
Si  -11.3647  -3.7307  22.7434
Si  25.6363  15.2251  27.4889
Si  11.0015  -11.863  23.663
Si  0.2664  5.3652  18.5624
Si  -3.4963  -14.3381  29.8838
Si  -17.5208  12.2219  14.7914
Si  -2.374  -3.9365  18.1322
Si  -6.4857  11.1507  22.7857
Si  3.4719  14.7287  29.874
Si  -5.1142  24.716  27.0471
Si  4.1777  -9.4031  18.6164
Si  -3.657  -11.5665  22.538
Si  -8.212  0.2049  31.5205
Si  -15.7578  26.7705  22.7287
Si  2.3665  7.4298  19.1519
Si  -1.3795  1.4186  22.6117
Si  -4.9356  0.6265  16.2705
Si  -13.1051  8.1585  20.6569
Si  13.1923  7.4597  16.1617
O  3.0461  -42.9964  -9.2467
O  -10.2347  15.1809  -6.441
O  7.1371  -14.7446  -0.2181
O  -12.4053  -0.8883  0.1043
O  -24.9872  -15.6794  -2.6541
O  -23.4662  -19.977  -0.3199
O  -11.017  22.2075  -5.5903
O  -1.3036  26.1347  -0.2593
O  -20.5103  8.5131  -8.9704
O  -24.9192  -12.8694  -6.784
O  16.3916  13.2643  -2.9746
O  1.6746  -8.5461  -7.7935
O  10.9735  11.152  -1.5807
O  -27.7408  -8.6468  -8.6706
O  -6.8099  -5.1083  -1.7975
O  0.0742  10.3337  -10.5626
O  -5.655  6.2721  22.0859
O  -12.2577  -25.6873  21.3897
O  -7.4506  2.5897  17.6767
O  0.0534  -13.09  22.6145
O  -18.7  -10.5786  21.8587
O  4.8978  12.6602  23.0796
O  12.4414  20.7143  24.3151
O  -7.6318  -2.6995  25.4629
O  -5.8111  -17.4534  23.8595
O  -8.2664  -4.8727  22.1981
O  8.0963  8.5766  26.3259
O  14.497  29.1073  20.1842
O  -14.013  29.2686  19.4742
O  -7.8544  24.576  24.5044
O  -23.122  15.5322  24.682
O  -14.4866  22.4722  30.074
O  -23.2961  -3.8115  24.0029
O  20.0604  -8.6993  24.0068
O  17.1339  14.7544  21.5846
O  35.3708  -11.1228  26.4506
O  18.1997  -11.8191  24.1471
O  9.6425  41.9108  19.9543
O  12.5334  5.0642  24.4347
O  -16.8795  32.4291  29.3967
O  -8.9779  1.2053  28.5155
O  5.6868  -0.4538  22.1102
O  5.2316  11.4682  17.769
O  5.7529  -9.1974  28.0682
O  -18.8748  -3.1101  17.6695
O  9.8605  9.6837  24.759
O  13.341  -17.9243  26.7777
O  -13.5865  33.2447  22.1761
O  -11.8227  -19.3813  21.3932
O  -10.0897  -10.9258  20.4385
O  16.5378  -13.9934  26.2853
O  1.6313  -15.7926  19.2029
O  -3.0247  -5.2703  17.4644
O  -3.4749  16.3449  23.339
O  -10.9016  -6.863  19.4714
O  14.9588  10.3873  24.177
O  31.7439  -4.4086  18.7017
O  3.607  -2.9918  28.0116
O  8.4032  0.2038  26.3577
O  11.3947  13.7565  25.286
O  6.4179  15.0911  19.0629
O  23.1961  -12.3306  28.377
O  36.7693  15.6077  20.3461
O  7.2867  -29.1326  27.2284

Results
free energy: -118372.184 eV
free energy less fixed offsets of O -570.45, Si -639.56 eV per atom: 0.296 eV

Forces (eV/angstrom), in the order of the atoms: element, x, y, z
Si  0.0095  -0.0743  -0.022
Si  0.1234  0.0994  0.0531
Si  0.0753  -0.0267  -0.0422
Si  -0.0313  -0.0647  -0.0188
Si  0.1303  -0.0271  0.1809
Si  0.0529  0.0878  -0.1384
Si  -0.0105  0.0406  0.3009
Si  -0.0165  -0.0725  0.0664
Si  -0.0975  0.2048  0.1076
Si  -0.0082  0.0378  0.0104
Si  -0.078  -0.114  -0.0441
Si  -0.0204  0.0357  0.1617
Si  -0.0761  0.1033  -0.0261
Si  0.0043  0.0149  0.2268
Si  -0.0391  -0.0074  0.0247
Si  0.0722  -0.0784  0.0448
Si  0.0091  0.0678  0.0398
Si  0.0292  -0.0226  0.0333
Si  -0.0919  -0.0015  -0.0408
Si  -0.0834  -0.0402  0.0336
Si  0.0951  -0.0089  0.1531
Si  0.0159  0.002  0.1274
Si  -0.0025  -0.01  0.0569
Si  0.0637  0.0199  -0.1174
Si  0.0645  0.0707  0.0357
Si  0.0418  0.0053  -0.0076
Si  0.0219  0.0312  0.0788
Si  0.0081  0.0102  0.0596
Si  0.0109  -0.0425  0.0211
Si  0.0046  -0.0084  0.0303
Si  0.047  0.0535  -0.0021
Si  0.0391  0.0194  0.0494
Si  0.0654  0.0353  0.019
Si  -0.0125  -0.0564  0.0374
Si  -0.0312  -0.0299  -0.0218
Si  0.0405  0.0287  0.0026
Si  -0.0481  0.0366  -0.0224
Si  -0.0341  0.003  0.0023
Si  0.0335  0.0372  -0.011
Si  0.0049  -0.0488  0.0273
Si  -0.0066  0.0391  0.0013
Si  -0.048  0.0153  0.004
Si  0.0013  -0.0083  -0.029
Si  -0.0109  -0.029  0.001
Si  0.0113  -0.0195  -0.0281
Si  0.0116  0.0163  -0.0362
Si  -0.0004  0.016  -0.0188
Si  0.0026  -0.0552  -0.0138
Si  0.0281  0.0246  -0.0087
Si  0.0071  -0.0217  0.0014
Si  0.0043  0.0029  0.0333
Si  0.0287  -0.0191  0.0183
Si  -0.0251  0.0025  0.0113
Si  -0.0115  -0.0029  0.006
Si  0.0129  -0.0105  -0.0145
Si  0.0179  0.0078  0.0109
Si  0.0176  0.0083  -0.0242
Si  0.0266  0.0421  0.0147
Si  -0.004  -0.0371  -0.0028
Si  -0.026  0.0035  -0.0104
Si  -0.0186  0.0034  -0.0116
Si  -0.046  -0.0189  0.005
Si  0.0089  0.019  -0.0089
Si  0.0087  -0.0092  -0.0015
Si  0.0223  0.0157  0.0271
Si  0.0207  0.0409  0.0156
Si  0.015  -0.0181  0.0147
Si  0.0251  -0.0112  0.0321
Si  0.0253  -0.0197  0.0118
Si  0.0113  0.0107  0.0493
Si  -0.0017  0.0045  0.0285
Si  -0.0209  -0.0039  0.0126
Si  0.0273  0.0052  -0.0092
Si  0.0346  -0.0403  -0.0645
Si  -0.0171  0.0413  -0.0196
Si  -0.0232  0.0028  -0.0063
Si  -0.0804  0.0368  -0.0215
Si  -0.0754  0.0366  -0.0289
Si  0.021  -0.0917  -0.0371
Si  0.033  -0.034  0.0114
Si  -0.0498  -0.0068  0.0163
Si  -0.0862  -0.0162  -0.206
Si  -0.0142  -0.0133  0.0452
Si  0.0483  -0.0661  -0.0083
Si  0.0758  0.0441  0.0645
Si  0.0665  0.0992  0.1047
Si  -0.0357  0.0377  -0.0184
Si  -0.0186  -0.0182  -0.106
Si  -0.0071  0.0296  -0.0168
Si  0.0236  -0.0198  -0.0521
Si  -0.0311  0.0166  0.0416
Si  0.0755  0.0556  -0.0019
Si  -0.1181  -0.2113  -0.2751
Si  -0.0375  0.0068  0.0366
Si  -0.0166  0.0035  -0.0331
Si  0.0412  -0.0602  0.0414
Si  -0.1067  0.0548  0.0463
Si  0.0135  0.142  -0.2208
Si  0.0357  -0.0056  -0.0511
Si  -0.1438  -0.1766  -0.2722
Si  0.0335  0.0077  -0.0485
Si  0.0429  0.0283  0.0793
Si  -0.0542  0.0565  -0.1287
Si  -0.0133  -0.034  -0.0246
Si  -0.0119  0.0212  -0.0053
Si  0.0995  0.0105  0.054
Si  -0.0078  -0.0362  -0.0033
Si  -0.0084  -0.0135  -0.0035
Si  -0.0017  -0.0134  -0.0875
Si  -0.0052  0.015  -0.0061
Si  0.0477  -0.1163  0.075
Si  -0.0331  -0.054  -0.1003
Si  0.0104  0.0352  -0.0039
Si  0.004  0.0043  0.2073
Si  0.0704  0.0069  -0.0132
Si  0.0482  -0.0658  -0.2037
Si  0.0155  0.0235  -0.0312
Si  -0.0358  -0.0332  0.0264
Si  -0.0714  -0.001  0.0945
Si  0.0693  0.0933  -0.1645
Si  0.042  -0.0126  -0.0382
Si  -0.075  -0.0156  -0.0522
Si  -0.0335  -0.0467  -0.0356
Si  -0.0291  -0.0525  -0.1051
Si  -0.028  -0.0127  -0.0398
Si  0.1017  0.0026  -0.2157
Si  0.024  -0.067  -0.0177
Si  -0.0247  0.0293  -0.1449
O  -0.0451  -0.0579  -0.0109
O  -0.0368  -0.0248  -0.0339
O  0.0106  -0.0059  -0.1362
O  0.0326  0.004  -0.0652
O  0.0082  -0.0083  0.0308
O  -0.0329  0.06  -0.0713
O  0.02  0.0229  0.0104
O  -0.0395  -0.1352  -0.2182
O  0.0074  0.0411  0.0396
O  -0.0068  0.0268  0.0415
O  0.0712  -0.0728  -0.0372
O  0.0008  -0.0056  -0.01
O  -0.019  0.0512  -0.0229
O  -0.0133  -0.0023  0.0794
O  -0.0369  -0.0017  -0.0311
O  0.0411  0.0166  0.1498
O  0.0097  0.0418  0.0121
O  -0.0202  -0.0125  0.0058
O  -0.0216  -0.1376  0.1506
O  0.0124  0.0722  0.0536
O  -0.0234  -0.0329  0.0147
O  -0.0003  -0.0264  -0.0164
O  0.003  -0.0074  0.0355
O  -0.0353  0.0079  -0.0058
O  -0.0035  -0.0055  0.0228
O  0.0288  0.0423  0.0043
O  0.0156  0.016  0.0214
O  0.0404  0.0314  0.0351
O  -0.0498  0.0312  0.1089
O  -0.0267  -0.0389  0.0012
O  0.0289  0.0133  0.0122
O  0.0329  -0.0409  -0.0011
O  -0.0357  -0.0077  0.0133
O  -0.02  0.0125  0.0405
O  0.0061  0.0091  0.0413
O  0.0475  0.0046  -0.0172
O  -0.0267  0.0155  0.0451
O  0.0032  0.0513  -0.0193
O  0.001  0.0425  0.0105
O  -0.1691  -0.1669  -0.0311
O  -0.0282  -0.0454  -0.1184
O  -0.04  -0.0046  -0.0068
O  -0.1333  0.0285  0.136
O  0.0102  0.012  -0.1557
O  0.03  -0.0083  0.1339
O  0.0328  0.0003  0.0233
O  -0.0833  0.0579  -0.0241
O  -0.0044  0.0191  0.0043
O  0.0029  -0.0275  -0.0314
O  0.007  0.0246  0.0249
O  -0.0531  0.0112  -0.0316
O  0.0789  0.0145  0.0621
O  -0.0739  0.061  0.0462
O  0.0481  -0.0025  -0.0021
O  -0.0053  -0.0345  0.0402
O  0.0237  -0.0072  0.0246
O  0.0568  -0.0251  0.0313
O  -0.0715  0.1311  0.114
O  -0.0052  0.0294  -0.0089
O  0.0155  -0.0231  -0.0033
O  0.0417  0.0558  0.0266
O  0.0646  -0.0114  -0.0414
O  -0.0361  0.0201  0.0109
O  0.1137  0.0354  -0.0702

The program warned: the cutoff lies below the one the program advises for these potential files; the forces do not sum to zero within the program's tolerance; empty levels may hold ghost states of the PAW files; the exchange-correlation potential is rough where the density is thin.
